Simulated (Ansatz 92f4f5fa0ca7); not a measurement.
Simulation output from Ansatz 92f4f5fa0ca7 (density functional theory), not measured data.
Periodic cell of 174 atoms, Si99O75, from a study of silicon, its oxide and their interface. The atomic structure is a simulated model.

Settings
functional: PBE
potential files: Ansatz PAW
basis: plane waves
wave-function cutoff: 700 eV
density cutoff ratio: 5
exchange-correlation grid ratio: 2
k mesh: 2 x 2 x 1, shifted by 0.5 0.5 0.5 of a step
self-consistency stop: 5e-08 eV per atom in the density residual
occupations: Fermi-Dirac, 0.05 eV
spin: none
net charge: 0

Cell vectors (angstrom)
a 11.5983 0 0
b 0 11.5983 0
c -5.2667 -5.9183 23.4541

Atoms and the computed forces on them: element, x, y, z (angstrom), force x, y, z (eV/angstrom)
Si 1.8319 8.9936 0.178 0.6234 0.2241 0.3738
Si 11.3433 3.1494 -0.4246 0.0837 0.1805 -0.5639
Si 12.8766 6.3589 -1.9787 -0.0325 -0.1726 -0.2174
Si 5.6803 9.0381 -0.2244 -0.0683 0.4061 -0.4913
Si 4.3875 -0.6557 -2.1964 0.0154 0.0692 -0.1496
Si 3.3047 6.0335 -0.0495 -0.1058 -0.2073 0.1718
Si 9.3803 8.8423 0.0756 0.0064 0.5089 0.1411
Si 8.3808 2.0801 -0.3989 -0.1127 -0.0229 -0.2177
Si 6.2567 6.5367 -0.8784 0.3155 -0.4182 0.1034
Si 3.8081 9.7388 1.2479 -0.5083 -0.0674 -0.1969
Si 3.5934 1.9929 -0.8914 -0.3134 0.0146 -0.3526
Si 6.0968 3.6059 -1.6606 -0.1094 -0.1557 -0.4033
Si 8.5557 6.4469 0.2179 -0.0917 -0.3117 -0.1989
Si 7.4937 -1.9248 1.1939 0.1555 -0.3282 -0.0415
Si 10.7968 5.4249 0.0569 -0.0908 0.1075 0.1757
Si 11.3803 9.2909 1.3183 0.0705 -0.206 -0.1037
Si 13.6074 1.6873 0.8267 0.5264 -0.6099 -0.9056
Si 12.2871 4.7319 -4.507 0.0188 -0.2406 -0.3544
Si 3.7025 8.0028 2.8884 -0.0079 0.0304 0.0565
Si 3.596 0.3712 2.2581 0.1081 -0.2676 0.3115
Si 3.5714 5.5517 2.6764 -0.1199 -0.1579 0.1069
Si 7.4988 8.0767 2.9524 -0.1154 0.0506 0.3188
Si 7.5966 0.2684 2.1481 -0.1446 0.2124 -0.3602
Si 7.6716 5.7523 2.4339 0.0411 0.0658 0.2126
Si 11.4213 7.8052 3.0696 0.0024 -0.0818 -0.0658
Si 11.6864 -0.0793 2.113 -0.1617 -0.3235 -0.1006
Si 11.3587 5.4984 2.4813 0.0359 0.1244 0.1675
Si 1.8046 8.2808 4.249 0.0741 -0.0674 -0.1527
Si 1.7612 0.506 3.6917 0.2323 -0.1644 0.3946
Si 1.6708 4.7641 3.8039 0.0562 0.2126 0.0351
Si 5.5523 8.3885 4.2651 -0.0248 -0.1379 -0.193
Si 5.6263 0.6646 3.486 -0.2865 0.0779 0.3614
Si 5.6424 4.8522 3.5799 -0.0178 0.0464 -0.0113
Si 9.4679 8.3383 4.2237 -0.0507 -0.0325 0.0195
Si 9.6144 0.5548 3.3957 0.2909 -0.0309 0.2659
Si 9.4702 4.8808 3.788 0.0696 0.0179 -0.0469
Si 1.8066 6.3439 5.5845 -0.2762 -0.0311 0.0111
Si 1.7856 -1.2188 5.2546 -0.2244 -0.0323 0.0892
Si 1.7705 2.6506 4.8502 0.0713 0.0261 0.089
Si 5.5001 6.3822 5.4736 0.2542 0.2669 0.0379
Si 5.636 -1.1039 5.2707 -0.0164 -0.0621 -0.1638
Si 5.5826 2.7192 4.7243 0.1568 -0.1085 0.1401
Si 9.4354 6.464 5.6201 -0.0314 0.1475 0.1419
Si 9.5745 -1.1719 5.2294 0.0753 -0.0371 -0.1344
Si 9.5443 2.6362 4.6786 -0.1499 0.0018 0.1289
Si 3.6796 6.4348 7.055 0.1475 -0.0179 0.1191
Si 3.6631 -1.1795 6.6331 -0.0751 -0.0113 -0.0541
Si 3.6917 2.7822 6.3103 -0.1063 -0.0654 -0.1146
Si 7.3775 6.4774 6.8568 -0.2055 -0.3028 -0.1794
Si 7.6257 -1.2841 6.6105 -0.0907 0.029 -0.1067
Si 7.5599 2.5478 6.0092 -0.1504 0.1058 -0.164
Si 11.4702 6.4568 6.8784 0.1303 0.1161 -0.0045
Si 11.5103 -1.2622 6.6363 0.0835 -0.0336 0.0427
Si 11.4336 2.6307 6.1789 -0.0081 0.2138 0.0508
Si 3.5842 0.8926 7.7369 0.1069 0.2417 -0.0174
Si 3.7009 4.336 8.2931 -0.1922 -0.0445 -0.0536
Si 3.239 8.6257 8.2244 0.0942 0.1443 -0.2882
Si 7.5189 0.7938 7.635 -0.016 -0.0679 -0.0542
Si 7.4191 4.242 7.6276 0.1199 -0.2274 -0.256
Si 7.1099 8.4901 8.172 -0.0323 0.3927 -0.2344
Si 1.6911 1.3296 9.167 -0.2168 -0.1205 0.131
Si 11.4574 4.3527 7.8998 -0.145 -0.1472 -0.0593
Si 12.1482 8.448 8.0177 0.026 0.1303 -0.2053
Si 11.4701 0.8209 7.6999 -0.0698 0.0642 0.0807
Si 9.3777 3.7083 8.7798 -0.0966 0.0911 0.2596
Si -0.957 8.4732 9.812 -0.0722 -0.0148 -0.0887
Si 5.578 0.9914 8.9492 -0.1741 -0.4003 -0.3855
Si 5.8064 3.4146 9.237 0.5555 0.1812 0.4284
Si 5.3079 9.9374 9.3404 0.3292 -0.2606 0.3843
Si 9.4808 1.3906 8.8014 0.0267 0.3436 -0.1194
Si 1.5679 3.7921 9.4694 0.0844 0.047 -0.1767
Si 9.8148 11.1739 11.092 -0.0841 0.264 0.1796
Si 8.5136 0.2537 16.5731 -0.0008 -0.1017 0.0356
Si 7.7584 7.8705 20.4334 0.1221 -0.0265 -0.3573
Si 8.4505 7.6676 9.9901 -0.4038 -0.2854 0.2086
Si 5.6844 7.3211 16.3453 0.0226 0.0113 0.08
Si 0.9146 4.962 11.6077 0.2789 0.0277 0.3065
Si 8.0067 3.4105 21.3448 -0.1037 0.3026 0.0724
Si -0.081 0.9478 16.3513 -0.1125 -0.0723 -0.0617
Si 3.545 6.8279 20.1255 -0.2203 0.0721 -0.3686
Si 4.9413 4.4733 15.6267 0.0546 0.0901 0.1548
Si 4.9636 4.1301 20.6457 0.0889 0.0786 0.0219
Si 7.8606 5.9014 18.1402 0.0535 0.1336 -0.1387
Si 10.3733 4.8119 12.8803 -0.2796 0.0218 -0.0267
Si 2.0221 0.5528 14.3045 -0.0864 0.0147 0.1543
Si 4.4965 2.6503 18.0196 -0.0254 -0.0496 -0.1927
Si 8.2362 4.4874 10.6641 0.4354 -0.5023 -0.6973
Si 7.1924 3.063 16.9194 -0.0302 -0.0223 0.0373
Si 0.4171 8.0791 11.6241 -0.3104 0.2227 0.21
Si 7.5644 9.4099 14.7204 -0.092 0.0058 0.1841
Si 2.6653 0.1084 17.1763 0.0882 -0.098 -0.0484
Si 10.2217 7.7169 14.0745 0.1233 0.035 0.3023
Si -0.0449 3.8857 15.6248 0.122 0.0469 0.2577
Si 4.2404 9.2218 18.1928 0.0555 -0.0186 -0.0764
Si 7.224 9.7381 11.8546 -0.2018 -0.0168 0.1995
Si 2.5466 3.5878 13.9714 -0.0455 -0.2918 0.4458
Si 0.6778 7.0529 19.4525 0.1048 0.0693 -0.1414
Si -0.8751 6.6324 16.922 0.0596 0.1292 0.0912
Si 1.1588 10.9153 11.7038 0.0389 0.1085 0.1427
O 12.5337 2.9623 0.7237 -0.1008 -0.175 0.2695
O 2.5385 7.4463 0.1974 -0.1319 -0.2048 0.0353
O 14.2044 5.5151 -1.4464 0.0192 -0.0061 -0.0642
O 4.1475 0.4346 -0.9961 -0.0223 0.1641 0.0899
O 4.9361 6.1405 0.0453 -0.1053 0.1544 -0.1348
O 6.1315 5.2242 -1.9839 -0.0509 0.4978 0.2287
O 9.3403 4.2388 20.8204 0.099 0.0261 -0.0254
O 2.1932 6.4592 19.2729 0.0916 -0.0026 0.1769
O 4.054 8.2938 19.5451 0.0314 -0.0386 0.1163
O 11.7542 6.5258 -0.784 -0.1482 0.0168 0.0456
O 3.0572 4.9733 1.1701 -0.0257 0.3009 -0.1924
O 4.8389 3.0687 -0.7269 -0.0108 -0.029 -0.0304
O 9.9173 2.4496 0.0161 0.0877 -0.1012 0.1137
O 12.4975 0.3919 0.6465 0.0985 0.7501 0.4656
O 9.2064 8.053 21.1374 0.1481 0.0406 0.0009
O -1.5349 10.0583 9.9283 0.0249 0.0381 -0.1619
O 4.318 3.0787 19.574 0.0219 -0.0185 0.028
O 6.6734 9.6855 13.3858 0.0309 0.0093 -0.1781
O 1.0715 0.4395 17.4042 0.0289 0.0135 0.0544
O -0.2947 5.8567 19.986 -0.1158 -0.174 0.2231
O 10.1379 0.1215 16.5679 0.0406 0.0322 0.0103
O 5.5284 -1.6873 -1.6557 0.0424 -0.1574 0.0988
O 2.9398 0.0029 15.5517 -0.0602 0.0704 -0.0439
O 1.5375 3.9238 15.2184 0.0516 0.0658 -0.1072
O 8.4157 1.1874 -1.7541 0.0008 -0.0237 0.2668
O 6.0679 2.2545 17.7937 -0.0458 0.0721 0.0659
O 1.35 3.2668 -4.2458 -0.0446 0.0146 0.1522
O 9.5388 9.6843 -1.3753 -0.0811 -0.2123 -0.0781
O 6.5929 4.0384 20.7882 -0.0153 -0.0302 -0.0797
O 5.5531 -1.4204 18.2971 0.0544 0.0685 0.061
O 2.5506 1.9773 13.7294 0.0357 0.1159 -0.0793
O -0.2331 8.3692 13.1175 0.2176 -0.0036 -0.1274
O 1.1672 6.625 11.5466 0.1365 -0.454 -0.1539
O 10.6582 3.9232 14.2454 -0.0554 0.0711 -0.1712
O 9.6471 12.6462 10.4218 0.0154 -0.3069 0.1837
O 12.0967 5.4923 -3.1021 0.0297 0.1071 0.3468
O 6.4493 3.8039 15.6474 -0.0395 0.0175 -0.045
O 6.6875 3.8471 10.6498 -0.0459 0.1908 0.0378
O 5.049 6.1061 15.4541 -0.0447 -0.1186 -0.0173
O 8.0688 1.8558 20.8043 0.0359 -0.2475 -0.0781
O 6.5198 6.5504 17.499 0.0154 -0.0884 0.0456
O 1.4372 9.3422 11.3232 0.1984 0.0049 0.0434
O 3.5603 1.3431 17.7595 -0.025 0.0821 0.0475
O -0.7533 7.4996 15.5594 -0.0554 0.0066 -0.1912
O 7.8678 -0.7525 15.4516 -0.0075 -0.007 -0.0791
O 1.6525 0.3077 10.5046 0.0779 0.134 -0.1161
O 9.1014 4.194 12.0342 -0.2515 0.0956 0.405
O 5.8869 9.9072 10.9211 0.0263 0.046 -0.2489
O 9.1848 6.5625 17.4528 -0.0097 -0.0888 0.0041
O 7.975 8.3591 11.4229 0.0579 -0.1256 -0.1474
O 8.1285 6.0741 10.2707 -0.0481 0.5442 0.1174
O 6.7018 8.3618 15.6225 0.048 0.0653 -0.1186
O 9.8264 6.2925 13.3797 0.0468 -0.1881 -0.0862
O 4.644 5.6303 20.0395 0.0662 -0.1052 0.1259
O 8.9594 8.7115 14.2637 0.057 -0.0185 -0.1083
O 6.033 2.7173 -3.0571 -0.0015 0.1423 0.3206
O -0.3438 5.126 16.6288 -0.004 -0.171 -0.1235
O 1.642 5.6295 -5.4518 -0.0369 0.0045 0.1409
O 4.0709 3.9998 14.345 -0.012 0.0287 -0.1283
O 8.1702 1.8569 16.3855 -0.0112 0.1006 0.0034
O 4.1896 3.9179 16.9998 0.0018 -0.0075 -0.01
O 2.0387 -0.4624 13.0536 0.0302 -0.0601 -0.1656
O 7.7656 6.3879 19.712 -0.0436 0.0087 0.1246
O 7.8836 4.2675 17.8374 -0.0516 -0.0884 0.0096
O 2.0732 4.3728 12.641 -0.116 0.1325 -0.2728
O 4.4324 8.1801 16.9487 0.0078 -0.0124 -0.0153
O 3.0181 -1.3233 17.9007 -0.0663 0.0432 0.0103
O 8.3754 10.9097 11.8287 0.0548 -0.0136 -0.0333
O 7.4778 3.3846 -0.7987 0.0708 -0.0039 0.1106
O 11.8497 2.4763 -1.8899 -0.1649 0.0765 0.4863
O -0.44 11.1701 12.0366 -0.0996 0.0459 -0.0538
O -0.3721 2.5461 16.4971 0.0271 0.1009 -0.0425
O 7.6481 1.3284 0.8325 0.0315 -0.2487 0.3351
O 0.4781 0.686 14.8391 0.1163 0.0244 -0.0656
O 0.0777 7.4243 17.9868 -0.056 -0.0444 0.0319

Results
free energy: -105592.416 eV
free energy less fixed offsets of O -569.03, Si -635.61 eV per atom: 10.224 eV
pressure: -1.38 GPa
stress xx, yy, zz, yz, xz, xy (GPa, positive in tension): 1.95, 2.17, 0.03, -0.08, -0.13, 0.17

The program warned: the cutoff lies below the one the program advises for these potential files.
